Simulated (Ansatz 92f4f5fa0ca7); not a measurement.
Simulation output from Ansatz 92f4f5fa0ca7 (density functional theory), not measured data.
Periodic cell of 219 atoms, Si133O78H8, from a study of silicon, its oxide and their interface. The atomic structure is a simulated model.
Doubt: the cutoff is low for norm-conserving oxygen, so forces and energies are approximate.
This geometry differs little from another in the collection (a relaxation step or a small displacement).

Settings
functional: HSE06
potential files: SPMS norm-conserving
basis: plane waves
wave-function cutoff: 800 eV
density cutoff ratio: 4
exchange-correlation grid ratio: 1
k mesh: 1 x 1 x 1, Gamma-centred
occupations: fixed
spin: none
net charge: 0

Cell vectors (angstrom)
a	10.938	0	0
b	0	10.938	0
c	0	0	31.5446

Atoms: element, x, y, z (angstrom)
Si	0.5254	10.4979	24.2613
Si	6.1307	10.5054	23.9595
Si	2.2569	3.2173	24.1733
Si	7.741	3.2912	24.1781
Si	0.5391	4.9774	24.1517
Si	5.974	4.991	24.172
Si	2.3459	8.739	24.079
Si	7.729	8.6238	24.1241
Si	1.4017	1.3957	25.4656
Si	6.8776	1.3863	25.3394
Si	4.1195	4.0936	25.3753
Si	9.6073	4.1354	25.3888
Si	1.4433	6.8575	25.3228
Si	6.8391	6.8346	25.4131
Si	4.192	9.6527	25.2671
Si	9.5923	9.5245	25.3653
Si	2.8177	0.0231	26.7538
Si	8.2473	0.014	26.7386
Si	-0.0429	2.7123	26.7826
Si	5.4419	2.679	26.7451
Si	2.7898	5.5032	26.7483
Si	8.2515	5.5073	26.7722
Si	0.0011	8.1404	26.7411
Si	5.43	8.202	26.7348
Si	4.1018	1.3673	28.1264
Si	9.5708	1.3673	28.1264
Si	1.3673	4.1018	28.1264
Si	6.8362	4.1018	28.1264
Si	4.1018	6.8362	28.1264
Si	9.5708	6.8362	28.1264
Si	1.3673	9.5708	28.1264
Si	6.8362	9.5708	28.1264
Si	0	0	29.4936
Si	5.469	0	29.4936
Si	2.7345	2.7345	29.4936
Si	8.2035	2.7345	29.4936
Si	0	5.469	29.4936
Si	5.469	5.469	29.4936
Si	2.7345	8.2035	29.4936
Si	8.2035	8.2035	29.4936
Si	1.3673	1.3673	30.8609
Si	6.8362	1.3673	30.8609
Si	4.1018	4.1018	30.8609
Si	9.5708	4.1018	30.8609
Si	1.3673	6.8362	30.8609
Si	6.8362	6.8362	30.8609
Si	4.1018	9.5708	30.8609
Si	9.5708	9.5708	30.8609
Si	2.7345	0	0.6835
Si	8.2035	0	0.6835
Si	0	2.7345	0.6835
Si	5.469	2.7345	0.6835
Si	2.7345	5.469	0.6835
Si	8.2035	5.469	0.6835
Si	0	8.2035	0.6835
Si	5.469	8.2035	0.6835
Si	4.1018	1.3673	2.0507
Si	9.5708	1.3673	2.0507
Si	1.3673	4.1018	2.0507
Si	6.8362	4.1018	2.0507
Si	4.1018	6.8362	2.0507
Si	9.5708	6.8362	2.0507
Si	1.3673	9.5708	2.0507
Si	6.8362	9.5708	2.0507
Si	0	0	3.418
Si	5.469	0	3.418
Si	2.7345	2.7345	3.418
Si	8.2035	2.7345	3.418
Si	0	5.469	3.418
Si	5.469	5.469	3.418
Si	2.7345	8.2035	3.418
Si	8.2035	8.2035	3.418
Si	1.3886	1.404	4.7378
Si	6.8504	1.4113	4.802
Si	4.0397	4.0799	4.7915
Si	9.5172	4.0759	4.7649
Si	1.3773	6.872	4.8296
Si	6.8616	6.9005	4.8098
Si	4.1007	9.4993	4.7854
Si	9.5131	9.5284	4.8139
Si	2.6834	-0.0487	6.0498
Si	8.171	0.0035	6.1985
Si	-0.0266	2.7103	6.0987
Si	5.4137	2.7384	6.1744
Si	2.7067	5.4467	6.219
Si	8.1712	5.4592	6.1558
Si	-0.0625	8.1771	6.2413
Si	5.499	8.2259	6.2737
Si	4.4346	0.8758	7.3197
Si	10.0617	0.8746	7.3673
Si	0.8022	4.5158	7.394
Si	6.3196	4.5809	7.3822
Si	4.589	6.3247	7.4095
Si	9.9788	6.2854	7.4764
Si	0.8584	10.0682	7.3667
Si	6.3135	10.1799	7.5302
H	9.7603	1.2465	8.7919
H	1.2504	9.7863	8.7891
H	4.2599	6.6368	8.8395
H	6.6882	4.2417	8.7967
O	9.5077	6.4563	9.0666
O	0.9607	3.8707	8.9183
O	3.6364	1.1475	8.7494
O	6.715	10.166	9.1595
H	0.1817	5.2903	22.7282
H	2.5897	2.8338	22.7624
H	5.644	5.3376	22.7481
H	8.0853	3.0014	22.7527
O	11.0293	0.1782	22.7999
O	2.9099	8.4192	22.5341
O	6.1119	10.8959	22.2968
O	7.9	8.0696	22.5626
Si	3.9777	10.5621	19.0389
Si	8.3212	7.7612	21.0444
Si	6.5743	4.8118	17.9365
Si	3.9505	9.3096	14.584
Si	10.9318	9.2063	19.9474
Si	3.5773	1.489	10.3191
Si	2.6963	1.3495	16.9302
Si	9.2546	5.5618	19.4456
Si	4.9345	7.7887	12.0773
Si	8.9981	6.9913	10.5074
Si	7.7269	1.425	15.587
Si	7.1304	0.513	21.1244
Si	2.5644	7.4148	16.4198
Si	10.2359	0.6641	21.4994
Si	10.6186	7.7102	17.4437
Si	3.9234	6.4422	18.8875
Si	2.4703	6.2791	12.0116
Si	5.8696	2.5779	11.9358
Si	0.1855	8.2436	12.5044
Si	6.9629	5.3182	12.1769
Si	1.4678	3.8143	10.4453
Si	6.739	9.735	16.1154
Si	2.9847	4.9717	14.6008
Si	8.9042	8.2295	14.8475
Si	-0.0819	4.0881	15.0006
Si	2.121	10.8157	12.5138
Si	5.5133	2.4182	19.5622
Si	7.9481	5.3784	15.0148
Si	6.6446	9.203	19.0053
Si	10.9729	2.9657	19.8703
Si	4.8727	2.475	14.9313
Si	2.9371	3.5761	19.2124
Si	2.803	8.4778	20.9168
Si	10.6674	2.0795	16.9633
Si	6.9865	9.4682	10.6031
Si	0.0418	2.0989	12.6158
Si	8.2474	0.8287	12.4709
O	8.8483	6.2324	20.8768
O	4.8239	0.99	19.2251
O	9.8897	6.6163	18.3872
O	6.0617	6.6502	12.2011
O	0.3317	3.1618	11.4169
O	5.2043	9.7273	15.5519
O	7.1112	8.8666	17.4645
O	10.4341	2.251	21.2179
O	6.0688	3.2666	18.2588
O	5.054	9.3829	18.7635
O	8.0427	0.8784	14.0874
O	7.0882	0.3096	16.5745
O	2.93	2.7071	17.8241
O	3.5634	7.2865	11.325
O	0.082	3.6067	16.5416
O	2.7986	2.8954	10.5731
O	8.6358	0.4679	21.7376
O	1.3557	1.227	13.0248
O	7.908	4.9364	18.8304
O	1.3178	7.1057	12.8366
O	10.4824	2.9122	13.9354
O	9.1858	1.7838	16.2833
O	6.4384	2.4763	15.486
O	4.5425	8.1673	13.6041
O	7.2953	4.7068	13.6741
O	3.7498	7.258	20.3144
O	1.22	8.3024	20.5332
O	2.9698	10.9158	17.8008
O	5.05	2.2218	13.3197
O	4.2701	3.3161	20.1415
O	7.769	9.3825	14.9049
O	7.4117	2.0859	11.9024
O	10.5377	2.0573	18.5801
O	10.0306	8.4549	13.6994
O	1.0114	7.0968	16.7486
O	1.7843	5.3518	10.8789
O	9.6523	8.1859	16.2629
O	10.2884	7.7034	11.2188
O	5.1082	1.7259	10.7927
O	1.0901	1.2356	16.4944
O	2.7404	8.7672	15.5364
O	3.824	1.4403	15.7109
O	5.4178	5.8833	18.442
O	10.9494	10.798	20.263
O	7.7632	10.4094	11.7015
O	8.3437	5.7367	11.3703
O	10.3587	4.443	19.7507
O	6.6815	2.0378	20.649
O	3.2313	6.1986	15.6051
O	7.2022	10.543	19.7569
O	2.9012	5.1651	18.877
O	6.0106	4.1557	11.5241
O	3.1914	9.9846	20.3522
O	1.0191	9.6281	12.2568
O	2.8567	0.2484	11.1034
O	3.2542	10.4402	13.6313
O	7.0776	7.9725	19.9861
O	10.9426	9.034	18.3312
O	4.0878	3.8928	15.0967
O	7.9352	6.9498	14.6537
O	3.3909	7.529	17.802
O	7.0689	5.0605	16.3733
O	7.864	8.1345	10.3088
O	1.639	3.122	20.0559
O	9.5547	8.7207	20.6375
O	9.8205	1.061	12.1402
O	1.3863	4.6317	14.5851
O	3.3112	5.3462	13.0543
O	5.5432	9.0467	11.2488
O	9.5547	5.0605	15.0751

Results
free energy: -50137.584 eV
free energy less fixed offsets of H -15.86, O -447.96, Si -113.29 eV per atom: -2.254 eV
gap between the highest filled and lowest empty level on this k mesh: 1.515 eV

The program warned: the cutoff lies below the one the program advises for these potential files; the forces do not sum to zero within the program's tolerance; the exchange-correlation potential is rough where the density is thin.
